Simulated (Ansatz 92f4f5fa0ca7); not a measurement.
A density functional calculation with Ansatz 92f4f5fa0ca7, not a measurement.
Periodic cell of 278 atoms, Si167O105B1H5, from a study of silicon, its oxide and their interface. The atomic structure is a simulated model.

Settings
functional: PBE
potential files: Ansatz PAW
basis: plane waves
wave-function cutoff: 700 eV
density cutoff ratio: 5
exchange-correlation grid ratio: 1
k mesh: 2 x 2 x 1, shifted by 0.5 0.5 0.5 of a step
self-consistency stop: 5e-08 eV per atom in the density residual
occupations: fixed
spin: none
net charge: 0

Cell vectors (angstrom)
a  11.6015  0  0
b  0  13.3963  0
c  0  0  30.9529

Atoms: element, x, y, z (angstrom)
Si  11.6149  -0.113  24.3302
Si  3.7092  -0.176  24.2079
Si  7.7819  -0.1  24.0644
Si  2.0265  3.127  24.4093
Si  5.9461  3.3498  24.2951
Si  9.8883  3.247  24.1938
Si  11.6607  6.5823  24.2858
Si  4.0049  6.5669  24.1333
Si  7.7686  6.6001  24.3142
Si  1.8976  9.8651  24.2177
Si  5.8183  10.0644  24.1903
Si  9.6894  9.8086  24.2402
Si  11.671  2.0925  25.1956
Si  4.017  2.0865  25.0034
Si  7.8786  2.1364  24.8918
Si  2.026  5.4569  24.9211
Si  5.8567  5.5252  25.1578
Si  9.7247  5.4719  25.0161
Si  11.6234  8.783  25.1117
Si  3.9084  8.8299  24.9127
Si  7.7022  8.8504  25.025
Si  1.8843  12.0918  25.112
Si  5.7902  12.2785  24.9341
Si  9.6565  12.1191  24.9246
Si  11.6189  2.1605  27.511
Si  3.9318  2.1506  27.3859
Si  7.7855  2.1736  27.3164
Si  1.9843  5.5102  27.329
Si  5.819  5.5446  27.4827
Si  9.694  5.5093  27.3881
Si  11.6097  8.8565  27.4525
Si  3.8769  8.8718  27.3317
Si  7.7242  8.8938  27.3953
Si  1.9185  12.1827  27.4538
Si  5.7968  12.2658  27.3418
Si  9.6515  12.1976  27.3343
Si  1.9789  1.0463  28.1958
Si  5.8572  1.0777  28.1853
Si  9.6672  1.0384  28.1894
Si  11.6403  4.4246  28.188
Si  3.8857  4.3989  28.1877
Si  7.7612  4.4016  28.1831
Si  1.9594  7.7403  28.1759
Si  5.7987  7.7906  28.1999
Si  9.6566  7.7542  28.1868
Si  11.5726  11.0986  28.2042
Si  3.8866  11.1054  28.171
Si  7.716  11.1311  28.1712
Si  1.9336  1.1164  30.558
Si  5.8008  1.1164  30.558
Si  9.6679  1.1164  30.558
Si  0  4.4654  30.558
Si  3.8672  4.4654  30.558
Si  7.7343  4.4654  30.558
Si  1.9336  7.8145  30.558
Si  5.8008  7.8145  30.558
Si  9.6679  7.8145  30.558
Si  0  11.1635  30.558
Si  3.8672  11.1635  30.558
Si  7.7343  11.1635  30.558
Si  0  0  0.3944
Si  3.8672  0  0.3944
Si  7.7343  0  0.3944
Si  1.9336  3.3491  0.3944
Si  5.8008  3.3491  0.3944
Si  9.6679  3.3491  0.3944
Si  0  6.6981  0.3944
Si  3.8672  6.6981  0.3944
Si  7.7343  6.6981  0.3944
Si  1.9336  10.0472  0.3944
Si  5.8008  10.0472  0.3944
Si  9.6679  10.0472  0.3944
Si  11.5797  0.0651  2.7265
Si  3.8946  0.0476  2.7457
Si  7.7038  0.0698  2.7612
Si  1.9424  3.4154  2.7601
Si  5.7692  3.4077  2.7783
Si  9.6233  3.4326  2.7776
Si  11.5572  6.6962  2.7693
Si  3.8607  6.7488  2.7769
Si  7.7188  6.7698  2.8123
Si  1.9266  10.0423  2.731
Si  5.808  10.0994  2.8004
Si  9.6361  10.1029  2.7728
Si  11.5828  2.3208  3.4499
Si  3.8514  2.265  3.5907
Si  7.6908  2.3045  3.5803
Si  1.9211  5.6514  3.5814
Si  5.7876  5.6473  3.6009
Si  9.6128  5.646  3.6908
Si  11.5701  8.9366  3.4762
Si  3.869  8.9853  3.5821
Si  7.7307  9.0118  3.6795
Si  1.9318  12.3052  3.3559
Si  5.8061  12.3396  3.6113
Si  9.6392  12.3678  3.5239
Si  11.5798  2.3978  5.7667
Si  3.9571  2.1971  6.019
Si  7.4992  2.2702  5.9962
Si  1.9286  5.6798  5.9594
Si  5.7486  5.7068  5.985
Si  9.5623  5.6671  6.1471
Si  11.575  8.9442  5.8131
Si  3.873  9.0884  5.9681
Si  7.7409  9.1418  6.1191
Si  1.9169  12.3197  5.6506
Si  5.8002  12.5892  6.0313
Si  9.6591  12.4714  5.8827
Si  1.8347  1.0998  6.4854
B  5.746  1.2252  6.1587
Si  9.6232  1.3634  6.6158
Si  11.5856  4.5661  6.6966
Si  3.845  4.496  6.701
Si  7.5576  4.5106  6.9139
Si  1.9241  7.9495  6.7309
Si  5.7878  7.9642  6.792
Si  9.6902  7.9732  6.8878
Si  11.5765  11.214  6.4023
Si  3.8283  11.3818  6.6362
Si  7.769  11.4714  6.8727
H  3.8212  4.5121  8.2032
H  11.685  4.4115  8.1876
O  1.3622  0.6755  8.0185
O  3.5168  11.523  8.283
O  7.2895  4.4633  8.5934
O  9.9617  8.1837  8.5539
O  5.7312  7.9431  8.4732
O  1.7923  7.9939  8.3944
O  9.7742  1.7674  8.2288
O  -0.022  11.0814  8.0375
O  7.9677  11.7378  8.5211
H  0.0861  -0.032  22.8345
H  0.0198  6.6552  22.7914
H  7.7004  6.582  22.8179
O  5.871  10.3457  22.5357
O  3.139  12.937  22.633
O  6.022  3.7987  22.6881
O  1.961  2.6493  22.8297
O  10.262  3.2662  22.5555
O  7.8917  -0.1669  22.3799
O  1.6644  9.6975  22.5641
O  4.288  6.4552  22.482
O  9.6903  9.4374  22.6156
Si  3.0637  9.7143  14.2278
Si  10.6994  7.0706  19.1873
Si  5.419  12.9222  16.7455
Si  7.3377  5.3336  9.9827
Si  8.9833  8.061  9.8706
Si  8.778  4.6686  19.4927
Si  2.0391  2.4791  21.238
Si  11.3764  9.8897  19.1121
Si  3.5102  0.1084  11.353
Si  5.2369  2.3886  15.6034
Si  10.7666  12.1291  17.0411
Si  8.086  3.0338  16.9607
Si  4.1875  6.9942  20.9377
Si  6.0354  1.4027  12.691
Si  6.6903  8.7344  19.8255
Si  11.5736  11.0367  9.6382
Si  8.1924  0.7485  21.0563
Si  3.9518  4.1876  19.748
Si  8.4238  3.2022  11.8198
Si  0.1695  6.319  14.3181
Si  3.1182  8.8324  17.1226
Si  8.6818  11.9653  9.9714
Si  4.0097  10.8875  9.7014
Si  10.0135  1.4373  9.8004
Si  5.4348  6.7388  11.7894
Si  1.4694  0.551  16.5314
Si  5.89  10.6466  14.825
Si  1.6972  12.5886  13.7488
Si  8.1825  0.0882  18.0713
Si  1.27  6.3073  17.2479
Si  6.1758  8.8966  9.7354
Si  1.8141  8.6447  9.8858
Si  7.436  6.9115  14.272
Si  6.2666  8.4458  16.777
Si  2.308  9.3969  21.0922
Si  1.2386  0.4424  9.6058
Si  9.4043  4.3566  14.5107
Si  7.6833  12.1216  12.8341
Si  9.7785  8.4533  12.9587
Si  2.8058  3.4591  16.9386
Si  10.4413  11.4682  13.929
Si  9.6064  8.9692  21.0767
Si  3.1273  11.8432  18.3033
Si  5.2084  10.8592  21.1341
Si  3.4806  -0.2795  21.0333
Si  6.6032  3.5514  21.1966
Si  10.5414  2.6173  21.0741
Si  2.4219  7.2064  12.4387
O  10.0082  3.6906  19.9571
O  6.6121  2.9875  16.254
O  9.7712  1.1765  20.9808
O  4.8393  1.0077  16.3905
O  3.7002  10.2436  21.0196
O  11.5247  0.1843  16.9255
O  5.8517  5.6724  10.6036
O  1.8532  2.104  16.9097
O  7.6646  4.7163  20.7135
O  9.155  13.5075  10.1237
O  3.9317  3.3744  15.7427
O  2.4975  11.2168  14.0749
O  0.5025  2.2815  20.7244
O  2.6548  3.8664  20.6719
O  2.5248  9.1527  15.65
O  8.5528  1.6066  17.6009
O  4.6851  12.2544  18.0341
O  2.2895  7.5302  17.6604
O  7.9998  4.0984  18.185
O  6.9641  10.9113  13.6464
O  8.3411  8.1374  13.6751
O  1.7486  7.4178  10.961
O  3.0806  1.2915  20.7602
O  10.5513  11.449  15.5654
O  8.1253  4.6743  11.2357
O  1.1633  9.727  19.9755
O  6.8466  13.4724  13.1379
O  10.5903  7.652  20.7508
O  2.4868  13.3702  12.5884
O  6.2926  6.5566  13.1663
O  2.6813  0.9011  10.1993
O  5.6981  8.2235  11.1452
O  6.968  8.3405  18.2545
O  5.5443  7.8129  20.5409
O  2.5375  8.7096  13.0738
O  10.2398  9.9725  13.3128
O  1.9462  4.8511  16.8871
O  4.6976  9.725  14.1945
O  9.2323  3.5193  15.9008
O  5.482  2.1593  14.0151
O  7.695  11.7147  11.2513
O  5.2267  12.0226  15.3967
O  11.6008  1.3401  10.147
O  3.8822  6.5206  12.2156
O  2.7968  7.8552  20.8533
O  4.6642  8.338  17.0459
O  5.0265  12.5015  20.9778
O  2.9936  10.222  18.012
O  9.3739  12.4324  17.7905
O  0.9166  12.2973  10.0889
O  10.8896  7.4727  13.6039
O  9.07  3.3175  13.3022
O  1.5457  6.2219  13.4185
O  6.9803  12.9881  17.1174
O  6.7762  7.2939  15.7287
O  0.4705  6.7223  15.8778
O  7.0309  2.3645  11.8455
O  10.8963  8.4888  18.3467
O  10.0367  11.0721  10.1719
O  8.3596  5.6013  14.517
O  0.3069  6.1288  18.5836
O  2.6819  12.3213  19.8197
O  6.1588  10.288  19.9318
O  7.7887  9.1736  9.7563
O  7.8082  13.3958  19.6615
O  6.6155  9.8815  16.0748
O  0.559  9.6332  10.1894
O  11.5714  11.0532  17.9908
O  4.1041  5.8041  19.8249
O  7.3228  2.1078  21.1779
O  4.8022  1.0086  11.7158
O  2.3179  12.7728  17.2618
O  8.2245  6.6453  9.6582
O  10.9375  4.9054  14.3287
O  9.1786  12.3719  13.4348
O  1.6759  0.2954  14.943
O  10.163  10.2239  20.1661
O  3.9739  12.0189  10.8633
O  8.0812  8.5736  20.6565
O  9.4922  2.5908  10.7843
O  0.1807  12.1683  13.3172
O  9.7  8.1863  11.3335
O  5.5454  10.3804  9.55
O  5.3363  3.4814  20.1987
O  9.352  6.1419  19.0686
O  3.6843  3.5395  18.2958
O  3.1542  9.5565  10.0891

Results
free energy: -166139.826 eV
free energy less fixed offsets of B -155.45, H -17.10, O -569.03, Si -635.61 eV per atom: -3.856 eV

Forces (eV/angstrom), in the order of the atoms: element, x, y, z
Si  0.0356  0.0038  -0.0005
Si  -0.0642  -0.0223  -0.0406
Si  0.0309  -0.0266  -0.0752
Si  -0.0369  -0.0113  -0.0436
Si  -0.0245  0.0139  -0.0595
Si  0.0423  -0.0021  -0.0474
Si  -0.0214  -0.0149  -0.0406
Si  0.0391  0.0034  -0.065
Si  -0.0127  -0.0016  -0.0205
Si  -0.0466  -0.0135  -0.0549
Si  0.0073  0.005  -0.0671
Si  0.0142  -0.0122  -0.0496
Si  -0.029  -0.0199  -0.036
Si  0.0209  0.0126  0.0037
Si  0.0128  0.0062  0.0327
Si  0.0241  0.0102  0.0209
Si  0.0098  -0.0098  -0.0278
Si  0.0054  0.0112  -0.005
Si  -0.0096  0.0101  -0.0127
Si  0.0004  -0.0074  0.0262
Si  -0.0207  -0.0067  -0.0016
Si  -0.0423  -0.0029  -0.0258
Si  -0.0105  0.0144  0.026
Si  0.028  -0.0043  0.0112
Si  -0.0185  0.0112  -0.0025
Si  0.0056  0.0085  -0.0141
Si  0.0022  0.0209  -0.0282
Si  0.0155  0.0159  -0.019
Si  -0.0109  0.0112  -0.0131
Si  -0.0098  -0.0041  -0.0057
Si  -0.0009  0.0081  -0.0051
Si  0.0025  0.0163  -0.0262
Si  -0.0067  0.006  -0.0171
Si  0.0112  0.0035  0.0025
Si  0.0046  0.0029  -0.0323
Si  0.0015  0.014  -0.0149
Si  0.0153  0.0118  -0.0107
Si  0.0036  0.006  0.0037
Si  -0.0074  -0.0087  -0.0076
Si  -0.0055  0.0039  0.0069
Si  -0.0177  -0.0073  0.0069
Si  0.0281  -0.0009  -0.0032
Si  0.0105  -0.0029  -0.0015
Si  0.0034  -0.0048  0.0002
Si  0.0024  0.001  -0.0088
Si  -0.0109  0.0034  -0.0149
Si  0.0102  -0.0002  0.0034
Si  0.0035  0.0021  0.0104
Si  0.1176  -0.0976  0.073
Si  0.1427  -0.0827  -0.0998
Si  -0.088  -0.2038  -0.0052
Si  0.096  0.0699  -0.0264
Si  -0.0571  -0.151  -0.0673
Si  0.0911  -0.2004  -0.0481
Si  0.1338  -0.0823  -0.1189
Si  -0.0546  0.0272  0.1023
Si  -0.0533  -0.1074  -0.0221
Si  -0.1138  -0.0384  0.1221
Si  0.1031  -0.1174  -0.1006
Si  -0.0395  -0.0159  -0.1369
Si  -0.1128  0.0816  -0.2992
Si  0.1316  0.1344  -0.1548
Si  -0.0854  0.1363  0.0652
Si  0.1497  0.1237  0.0084
Si  -0.0588  0.0995  0.1043
Si  -0.1986  0.2091  0.0631
Si  -0.1271  -0.135  0.0547
Si  -0.0036  0.0978  0.1272
Si  0.0411  0.1632  0.3114
Si  0.0296  -0.1273  -0.3111
Si  0.0489  0.0838  0.3036
Si  -0.0934  0.0709  0.0798
Si  -0.0163  -0.0033  0.0154
Si  0.0319  0.0047  0.0099
Si  -0.0166  0.0096  -0.0056
Si  -0.0016  0.0069  0.0125
Si  0.0021  0.0082  -0.0145
Si  -0.0051  -0.0011  0.0104
Si  0  -0.001  0.0076
Si  -0.0154  -0.0067  0.004
Si  0.0109  0.0078  -0.017
Si  0.006  -0.004  0.0165
Si  0.0133  0.0019  -0.0162
Si  -0.0168  0.0073  0.0035
Si  0.0104  -0.0007  -0.0035
Si  0.0048  -0.0206  0.0379
Si  -0.0095  -0.0206  0.0269
Si  0.0089  0.0042  0.0067
Si  0.0152  -0.01  0.0173
Si  -0.0161  -0.0061  0.0269
Si  -0.006  -0.0089  0.0089
Si  0.003  -0.005  0.0176
Si  0.0045  -0.0186  0.0188
Si  -0.0028  -0.0046  0.0078
Si  0.0028  -0.0247  0.029
Si  0.0047  -0.0199  0.0101
Si  -0.0095  -0.0489  0.0457
Si  0.0135  0.0279  -0.0317
Si  -0.0577  0.002  -0.0061
Si  0.0116  0.0015  0.0159
Si  0.0055  0.0215  0.0233
Si  -0.0379  -0.0059  -0.0145
Si  -0.0067  0.0078  0.0274
Si  0.0105  -0.0211  -0.0013
Si  -0.0051  -0.0025  -0.0326
Si  -0.0204  0.0173  0.0413
Si  0.0153  0.0018  -0.0733
Si  -0.0138  0.0027  0.0106
Si  -0.0942  -0.0124  0.0321
B  0.0246  -0.0112  0.0205
Si  0.0937  0.0363  0.0054
Si  0.0366  0.009  0.0322
Si  0.0042  0.0051  0.024
Si  -0.0394  0.0206  0.0656
Si  -0.0288  0.0087  0.0607
Si  -0.02  -0.0012  0.0558
Si  0.0451  0.0136  0.0467
Si  0.0115  -0.0059  0.0636
Si  -0.0603  0.0023  0.0561
Si  0.0384  -0.0019  0.0563
H  0.0028  -0.0044  0.0013
H  -0.0042  -0.0061  0.002
O  0.0357  0.0008  0.0146
O  0.0423  -0.0227  -0.0015
O  0.0257  -0.0045  -0.0019
O  -0.044  -0.0095  -0.0126
O  0.0211  0.008  -0.0017
O  0.0137  0.0061  -0.0036
O  -0.0172  -0.0206  -0.0118
O  0.0022  0.0019  0.0009
O  0.0041  -0.006  -0.0103
H  -0.0031  0.0046  0.0008
H  0.0032  0.0054  0.0006
H  0.0055  0.006  0.0007
O  -0.0225  -0.0044  0.0138
O  0.0599  0.0196  -0.0238
O  0.006  -0.0088  0.0087
O  0.0089  0.0108  0.007
O  -0.0291  0.0011  0.0096
O  -0.0006  0.0274  0.0078
O  0.0372  0.0129  0.0021
O  -0.033  0.0186  -0.0031
O  -0.0006  0.0115  0.011
Si  -0.0033  -0.0021  -0.001
Si  0.0003  -0.0015  -0.0006
Si  -0.0027  0.0002  -0.0009
Si  0.0012  0.0018  0.0018
Si  -0.0052  0.0003  0.0052
Si  -0.0021  0.0046  -0.0018
Si  0.0017  0.0056  -0.0086
Si  0.0009  0.0008  -0.0021
Si  -0.0002  0.0064  -0.0016
Si  -0.0034  0.0055  -0.0032
Si  0.0008  -0.0014  0.0016
Si  0.0021  0.0021  -0.0006
Si  -0.0059  0.001  -0.0051
Si  -0.0036  0.0037  -0.0009
Si  0.0028  0.0014  -0.0036
Si  0.0011  -0.0024  -0.0024
Si  -0.0028  0.0041  -0.008
Si  -0.0019  -0.0008  -0.0014
Si  -0.0004  0.0026  0.0038
Si  0.003  -0.003  0.0015
Si  -0.0029  -0.0016  0.0021
Si  0.0022  -0.0026  0.0154
Si  0.0082  -0.0046  0.0111
Si  0.0089  -0.0005  0.0166
Si  -0.0021  -0.0022  0.0004
Si  -0.0028  0.0057  -0.0026
Si  0.0005  -0.0018  -0.0012
Si  0.0012  0.0053  -0.0017
Si  0.0009  -0.0019  0.0006
Si  -0.0038  -0.001  0.0011
Si  0.0038  0.0082  0.0032
Si  0.0004  -0.0052  0.0068
Si  -0.0024  0  0.0035
Si  0.0042  -0.0025  0.0008
Si  0  -0.0034  -0.0001
Si  0.0064  0.0068  -0.0076
Si  0.0038  -0.0044  0.0011
Si  -0.0016  0.0009  0.0016
Si  0.0013  0.002  -0.0005
Si  0.0015  0.0008  -0.0033
Si  0.0008  -0.0004  0.0012
Si  0.0016  -0.0025  -0.0055
Si  0.0014  -0.0004  0.0048
Si  -0.0008  0.0121  -0.0104
Si  0.005  0.0002  0.0088
Si  -0.0018  -0.0016  -0.0023
Si  0.0044  -0.0035  -0.0107
Si  -0.0031  -0.0036  -0.0019
O  -0.0177  -0.0005  0.0155
O  0.0033  -0.0151  -0.0001
O  -0.0225  0.0206  0.0075
O  0.0186  -0.0016  -0.0051
O  0.016  0.01  0.0021
O  0.0072  -0.0169  -0.0128
O  0.0155  0.0167  0.005
O  0.0178  -0.0002  -0.006
O  -0.0014  -0.0322  -0.0139
O  0.0071  -0.004  -0.0137
O  -0.0014  -0.0171  0.0158
O  0.0029  -0.0019  -0.0055
O  0.0001  0.0105  0.0112
O  0.0061  -0.0244  -0.011
O  0.024  0.0021  0.0023
O  -0.0179  -0.0026  -0.0011
O  -0.009  -0.0028  -0.018
O  -0.0059  0.0005  -0.0132
O  0.0182  -0.0128  0.0022
O  -0.0033  0.0132  0.0093
O  0.0121  -0.021  -0.0035
O  0.0146  0.0176  0.0053
O  -0.017  0.0177  0.0089
O  0.0051  0.0172  -0.0042
O  -0.0081  -0.0137  0.0034
O  -0.0159  -0.0055  0.0051
O  -0.0051  0.002  -0.0165
O  -0.0223  0.0308  -0.0054
O  0.0104  -0.0157  -0.013
O  0.0102  0.0112  -0.0052
O  -0.0077  -0.025  0.0122
O  0.0049  -0.0139  -0.0169
O  -0.019  0.0118  0.0058
O  0.0013  0.0121  0
O  0.0078  -0.0109  0.0053
O  -0.0033  0.0055  0.0029
O  0.0011  -0.0031  0.007
O  -0.0106  0.0215  0.0222
O  -0.0238  0.0069  -0.0016
O  0.0084  -0.0107  0.0036
O  0.0163  0.0135  0.0127
O  0.016  -0.0127  0.0096
O  -0.0052  -0.0169  -0.0189
O  -0.0015  0.0189  -0.0054
O  0.0121  0.0073  -0.0024
O  0.0028  0.017  -0.0116
O  -0.0066  -0.0303  -0.0079
O  0.0008  0.0028  -0.0142
O  0.0081  0.0098  -0.0078
O  -0.0016  0.003  -0.0086
O  -0.0104  -0.0061  0.0012
O  -0.0068  0.0195  -0.0087
O  -0.0044  0.022  -0.0025
O  -0.0146  0.0144  0.0036
O  0.0012  0.0163  -0.0093
O  0.0082  -0.0084  -0.0084
O  0.0129  0.0012  0.0171
O  0.0119  0.0172  0.0147
O  -0.0023  0.0193  -0.0198
O  0.0084  -0.0003  -0.0063
O  0.0013  0.0099  -0.0203
O  0.0249  0.0018  -0.0149
O  -0.0092  -0.0239  0.022
O  -0.0056  -0.0406  0.0048
O  0.0127  0.0191  -0.0043
O  -0.0273  -0.0101  -0.0108
O  0.0138  0.0082  -0.0194
O  -0.0178  -0.0067  0.0032
O  0.0036  -0.0076  0.0158
O  0.0096  0  -0.0091
O  0  -0.0132  0.0162
O  0.0059  0.003  0.0056
O  -0.0042  0.0035  0.0065
O  -0.0175  0.0222  0.0046
O  -0.0039  -0.0278  -0.0032
O  -0.0161  -0.0118  0.0181
O  0.0145  -0.0369  -0.0051
O  -0.0153  0.0079  -0.0163
O  0.0119  0.0068  -0.0098
O  -0.0125  -0.0111  0.001
O  0.0026  -0.0055  0.0221
O  -0.0142  0.0066  0.0061
O  -0.0237  -0.0192  0.005
O  0.0005  0.0165  0.0214
O  0.0065  -0.0196  0.0114
O  -0.0172  0.0086  -0.0041
O  -0.0169  0.0051  -0.012

The program warned: the cutoff lies below the one the program advises for these potential files; the exchange-correlation potential is rough where the density is thin.
